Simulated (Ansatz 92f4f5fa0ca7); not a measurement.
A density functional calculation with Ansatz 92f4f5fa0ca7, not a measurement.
Periodic cell of 192 atoms, Si128O64, from a study of silicon, its oxide and their interface. The atomic structure is a simulated model.
This geometry differs little from another in the collection (a relaxation step or a small displacement).

Settings: functional r2SCAN; potential files Ansatz PAW; basis plane waves; wave-function cutoff 800 eV; density cutoff ratio 5; exchange-correlation grid ratio 1; k mesh 1 x 1 x 1, shifted by 0.5 0.5 0 of a step; self-consistency stop 1e-10 eV per atom in the density residual; occupations fixed; spin none; net charge 0.

Cell vectors (angstrom)
a	10.888	0	0
b	0	10.888	0
c	0	0	28.1904

Atoms and the computed forces on them: element, x, y, z (angstrom), force x, y, z (eV/angstrom)
Si	0.0673	-0.0616	0.2339	0.0076	-0.0064	0.0356
Si	2.9729	2.6023	0.0341	0.0089	-0.0088	0.0396
Si	-0.2462	5.7821	-0.0698	-0.0081	0.0105	0.0439
Si	2.4337	8.7977	-0.1468	-0.0131	-0.0014	0.0584
Si	5.1815	0.3932	0.0791	-0.01	0.0118	0.0404
Si	7.8686	3.2862	0.2732	-0.009	0.0028	0.0378
Si	5.6002	5.3663	0.2296	0.0107	-0.0129	0.0429
Si	8.5026	8.0823	0.0319	0.0061	-0.0085	0.0422
Si	1.35	1.5124	1.3841	-0.0013	0.0028	-0.0047
Si	4.0743	4.1212	1.4543	-0.0017	0.0003	-0.0037
Si	1.4101	6.9671	1.1305	0.0021	-0.0026	-0.0023
Si	4.0122	9.716	1.3601	0.0003	-0.0004	-0.0034
Si	6.7827	1.5123	1.3797	0.0011	-0.0007	-0.0042
Si	9.5075	4.3677	1.4932	0.0001	0	-0.0017
Si	6.852	6.9693	1.366	-0.0003	0.0029	-0.0041
Si	9.5349	9.554	1.5287	-0.0017	-0.0007	-0.0023
Si	-0.0345	2.865	2.7178	0.0019	0.0016	0.0008
Si	2.6779	0.1283	2.7875	0	-0.0001	-0.0008
Si	0.0811	8.1876	2.7495	-0.0006	-0.0001	-0.001
Si	2.6696	5.5668	2.6296	0.0001	0.0006	0.0003
Si	5.4372	2.7898	2.8309	-0.0003	-0.0004	-0.001
Si	8.1145	0.087	2.7298	-0.0007	-0.0001	0.0006
Si	5.4065	8.2968	2.6615	0.0007	0.0004	0.0003
Si	8.151	5.6544	2.858	0.0008	0.0006	-0.0015
Si	1.346	4.1971	4.0645	-0.0009	-0.0006	0.0009
Si	4.0702	1.4242	4.1571	0.0011	-0.0003	0.001
Si	1.3777	9.5781	4.1124	0.0002	-0.0002	0.0011
Si	4.0765	6.8717	4.0131	-0.0011	-0.0001	0.0008
Si	6.8174	4.1715	4.1305	-0.001	0	0.0013
Si	9.5196	1.4326	4.0611	-0.0011	0.0002	0.001
Si	6.7587	9.6091	4.0841	0	0.0003	0.0003
Si	9.5743	6.9149	4.1735	0.0012	-0.0006	0.0008
Si	-0.0247	0.0368	5.4299	-0.0012	0.0003	-0.0004
Si	2.6906	2.7999	5.4497	0.0007	0.0013	0.0003
Si	-0.0079	5.4788	5.4894	0.0007	-0.0005	-0.0007
Si	2.7427	8.194	5.4377	0.0003	-0.0004	0.0002
Si	5.4179	0.0311	5.4884	0.0007	-0.0006	-0.0002
Si	8.1678	2.7626	5.4554	0.0005	-0.0006	0.0005
Si	5.41	5.5038	5.4338	0	-0.0003	-0.0001
Si	8.1498	8.254	5.4593	-0.0002	0.0008	0.0003
Si	1.353	1.3721	6.7883	0.0007	-0.0001	-0.0009
Si	4.0821	4.1144	6.8106	-0.0008	-0.0005	-0.0003
Si	1.3891	6.8205	6.8064	-0.0005	-0.0004	-0.0006
Si	4.0889	9.5169	6.8311	-0.0005	0.0001	-0.0003
Si	6.8138	1.3765	6.8099	-0.0002	0.0001	-0.0008
Si	9.5385	4.0789	6.832	-0.0009	0	-0.0006
Si	6.8061	6.8255	6.7914	-0.0003	0.0002	-0.001
Si	9.5223	9.5701	6.8228	-0.0004	-0.0006	0.0002
Si	-0.0061	2.6808	8.175	-0.0008	-0.0003	0.0002
Si	2.7011	-0.0192	8.1579	-0.0006	0.0008	-0.0003
Si	0.0059	8.1594	8.1467	0	0.0005	-0.0001
Si	2.7115	5.4325	8.177	0.0006	-0.0003	-0.0002
Si	5.4367	2.7111	8.1568	-0.0004	0.0002	-0.0006
Si	8.1561	0.0054	8.1816	0	0.0001	0
Si	5.4452	8.139	8.1774	0.0002	-0.0012	0
Si	8.1462	5.4274	8.1581	0	-0.0001	-0.0004
Si	1.3797	4.0109	9.5135	0.001	-0.0002	0.0005
Si	4.0875	1.3149	9.5059	-0.0001	-0.0004	0.0001
Si	1.3604	9.4871	9.5348	-0.0003	-0.0004	0.0014
Si	4.0909	6.7553	9.5312	-0.0007	0.0008	0.0003
Si	6.8135	4.0287	9.53	-0.0002	-0.0005	0.0008
Si	9.5327	1.3158	9.5486	-0.0003	0.0004	0.0003
Si	6.82	9.4853	9.5158	-0.0007	-0.0002	0.0002
Si	9.5577	6.7542	9.4888	-0.0001	-0.0002	-0.0002
Si	-0.0145	-0.0729	10.9086	0	-0.0011	-0.0003
Si	2.729	2.6394	10.889	0.0003	0.0006	-0.0003
Si	-0.0158	5.3243	10.8478	-0.0014	-0.0006	0.0008
Si	2.718	8.093	10.8876	0.0005	-0.0003	-0.0012
Si	5.4353	-0.0704	10.862	-0.0011	0.0005	-0.0003
Si	8.1728	2.6521	10.9112	0.0005	0.0002	-0.0005
Si	5.4167	5.3441	10.8781	0.0002	-0.0009	0.0001
Si	8.2053	8.108	10.8372	-0.0002	0.001	-0.0003
Si	1.3652	1.2721	12.2491	-0.0002	0.0006	0.0006
Si	4.0919	3.9524	12.2855	-0.0007	0.0001	-0.0016
Si	1.3718	6.6334	12.1786	0.0021	0.0005	0.0014
Si	4.1015	9.4428	12.239	0.0011	-0.0006	-0.0009
Si	6.8076	1.2491	12.2315	-0.0012	-0.0019	-0.0013
Si	9.5622	3.968	12.2882	0.0012	-0.0012	-0.001
Si	6.8615	6.6884	12.1204	-0.0002	-0.0002	-0.0016
Si	9.5336	9.4213	12.2728	-0.0014	0.0009	-0.0004
Si	0.0448	2.5921	13.6846	0.0014	-0.0009	0.0014
Si	2.6984	-0.1139	13.5976	-0.001	0.0024	0.0034
Si	-0.0053	7.9263	13.5228	-0.0019	-0.0019	0.0018
Si	2.684	5.2913	13.6183	-0.0032	0.0001	0.0005
Si	5.4661	2.557	13.6337	0.0007	-0.0006	0.0014
Si	8.1311	-0.1126	13.6273	0.0012	0.0009	-0.0009
Si	5.5412	8.0199	13.4636	0.0018	0.0015	0.0021
Si	8.1235	5.3267	13.5518	-0.0001	0.0004	0.0023
Si	1.3957	3.9334	15.1321	0.0018	-0.0012	-0.0066
Si	4.0808	1.2015	15.0026	-0.0005	-0.0009	-0.0019
Si	1.3876	9.2396	14.8327	0.0062	-0.0005	0.0036
Si	4.2261	6.6262	14.7673	0.0001	-0.001	-0.001
Si	6.8468	3.9424	14.9655	-0.0011	0.0003	-0.0024
Si	9.5158	1.2179	15.0103	-0.0001	0.0002	-0.0045
Si	6.8117	9.3099	14.9507	0.0006	-0.0021	-0.0035
Si	9.4861	6.6152	14.9282	0.001	0.002	-0.0035
Si	-0.2603	-0.5639	16.0575	0.0156	0.0074	0.058
Si	3.0758	2.8016	16.4246	-0.0014	-0.0141	0.0603
Si	-0.2837	5.1004	16.3225	0.0009	0.0087	0.0505
Si	3.0999	8.126	16.0811	-0.0047	-0.0098	0.0432
Si	5.2028	-0.4712	16.2225	0.0086	0.0093	0.0483
Si	8.3979	2.8379	16.3537	-0.01	-0.0051	0.0549
Si	5.264	5.1033	16.2518	0.0068	0.0089	0.051
Si	8.3621	8.1444	16.3265	-0.0045	-0.006	0.0537
Si	6.9209	-9.8816	18.4795	0.0077	-0.0066	0.1208
Si	7.0113	-8.1273	22.4372	0.014	-0.0153	0.1024
Si	34.3463	30.5505	22.4834	0.0089	0.0046	0.0981
Si	-25.9602	-1.4108	26.1239	0.0048	0.0036	0.1079
Si	-1.4599	6.3333	22.8589	0.003	0.0055	0.0901
Si	-0.1626	2.6182	20.808	-0.0007	0.0167	0.0969
Si	-9.9523	20.8867	18.701	-0.0469	0.0173	0.1118
Si	3.2105	41.2193	24.9283	0.0092	-0.0127	0.1292
Si	-30.2804	49.7211	21.1003	0.0014	0.0032	0.1165
Si	8.1158	0.4019	24.1116	-0.0107	-0.0027	0.1193
Si	-23.0393	45.3887	26.3555	0.0098	0.0059	0.1009
Si	-16.766	12.3227	20.9802	0.0145	-0.0182	0.114
Si	5.4738	6.944	21.3454	-0.0044	0.0006	0.1152
Si	9.7809	20.3346	22.544	0.0054	0.0043	0.1017
Si	-14.8205	17.2984	18.6036	0.005	-0.0124	0.1294
Si	-31.5791	25.5656	26.0042	-0.0031	-0.0001	0.1182
Si	-4.0474	27.1128	23.7172	-0.0154	0.006	0.1127
Si	-9.9338	15.2313	23.0168	0.013	0.0038	0.1262
Si	-28.1762	20.4987	22.4991	-0.0148	-0.0162	0.104
Si	19.5332	37.2922	20.4365	0.004	-0.0009	0.109
Si	2.4078	12.3881	19.3256	-0.0104	0.0092	0.1179
Si	-1.6499	21.7676	20.1971	0.0118	-0.0197	0.1025
Si	-16.672	28.4888	25.7552	-0.009	0.0094	0.1067
Si	23.2188	17.7507	18.2736	0.0161	-0.0104	0.1201
O	-15.7171	1.4668	-8.4365	0.0294	-0.0097	-0.0711
O	-12.9837	24.6691	-0.9826	0.0202	-0.0175	-0.0487
O	0.6449	-10.9758	-10.8645	-0.0254	-0.0168	-0.0449
O	12.4716	14.9962	-3.6951	-0.0046	0.011	-0.0941
O	10.055	11.43	-0.981	-0.0156	0.02	-0.0476
O	-3.84	10.2326	-3.4576	0.0159	0.0226	-0.0615
O	1.1539	42.4448	-0.3857	0.0045	-0.0023	-0.0236
O	8.7658	9.8358	-6.8452	-0.0026	0.0291	-0.0778
O	3.7908	7.0337	-3.3264	-0.0091	0.0049	-0.0422
O	-29.6067	-2.0796	-1.6709	0.0152	-0.0031	-0.0917
O	-1.3868	31.0583	-11.5144	-0.0028	-0.0025	-0.0273
O	-10.543	15.9139	-1.4116	0.0159	-0.0242	-0.0566
O	-9.8201	41.0592	-9.5572	0.0015	0.0075	-0.0498
O	11.1323	6.0137	-10.6011	-0.0176	-0.0221	-0.0538
O	-1.2363	23.1841	-7.3232	0.0015	-0.0123	-0.0405
O	23.8686	26.6202	-6.2125	0.0132	0.0209	-0.0534
O	-3.0894	7.5188	17.751	0.0189	0.0255	-0.0656
O	-3.8134	3.7449	23.6991	0.0016	-0.015	-0.0483
O	-20.2755	7.3473	21.7685	0.0059	-0.023	-0.0461
O	-11.7268	3.9075	20.0859	0.0014	0.001	-0.0366
O	-5.0551	16.6923	17.6138	-0.023	-0.0181	-0.0675
O	9.5362	-3.9646	27.6579	0.0006	-0.0006	-0.0213
O	-9.8173	13.0746	19.8877	0.0377	-0.0194	-0.0488
O	0.2828	35.6856	22.3305	-0.0145	-0.0202	-0.0685
O	0.4402	20.6247	22.1744	-0.0051	0.0019	-0.0353
O	7.5577	12.1783	22.8741	-0.0148	0.0296	-0.0561
O	5.9414	0.1358	17.5469	-0.02	-0.0227	-0.0606
O	8.1264	-21.6737	19.0492	-0.0122	0.008	-0.0423
O	2.3571	25.1045	26.8972	-0.0217	0.0142	-0.052
O	27.7246	27.3716	25.009	0.0283	-0.0203	-0.0706
O	-17.7046	9.3094	16.7125	0.0015	-0.0021	-0.0232
O	15.9587	21.845	21.8536	0.0032	0.0431	-0.0556
O	2.7213	-8.7479	17.8764	0.0106	0.0241	-0.0828
O	-4.6337	-14.7296	19.9269	0.0244	-0.0089	-0.0827
O	-15.6163	5.8673	22.3431	-0.0142	0.02	-0.0664
O	-4.9843	8.105	25.8823	-0.0101	-0.0134	-0.034
O	-18.7612	20.3128	21.8613	-0.0002	0.0044	-0.0393
O	-15.9389	32.3041	26.9877	0.0181	-0.0236	-0.0544
O	8.2604	38.722	23.9337	0.013	0.0011	-0.0448
O	-8.2122	7.045	17.2475	0.0118	0.0171	-0.0498
O	9.4167	21.302	23.7633	0.0168	-0.0216	-0.0531
O	4.168	-17.7899	16.7481	0.0003	0.0012	-0.0252
O	15.6496	16.9966	27.2155	-0.0046	0.0195	-0.0679
O	4.2295	20.463	24.1284	0.0116	0.0136	-0.0736
O	-9.0654	19.4873	24.1013	-0.0214	0.0044	-0.0744
O	-23.7278	5.9152	21.3784	-0.0072	-0.0211	-0.0655
O	14.4495	12.671	20.406	-0.0232	-0.0041	-0.0519
O	16.354	30.1649	22.0808	0.0061	-0.0179	-0.043
O	-13.1811	23.2221	25.2119	-0.0224	-0.0199	-0.0684
O	-11.0559	38.1403	23.2538	-0.0089	0.0058	-0.0371
O	-23.1355	-17.8295	16.8405	0.003	0.0003	-0.0279
O	-30.4224	-0.1195	19.2653	-0.0103	-0.0062	-0.0388
O	-2.9772	59.6363	19.1177	-0.0195	0.0212	-0.0606
O	18.683	36.1568	21.2227	0.016	0.0187	-0.054
O	-3.303	13.1346	17.6634	0.0191	0.0188	-0.0589
O	-1.1927	51.4562	22.9371	0.002	0.0047	-0.0307
O	10.5455	10.2194	19.603	0.0525	-0.0045	-0.0753
O	-6.9331	17.3694	21.0896	-0.0047	-0.002	-0.0366
O	-10.8209	13.4409	25.8231	0.0029	0.0046	-0.037
O	6.7056	4.2812	27.8629	-0.0021	0.0024	-0.0207
O	12.7758	6.0202	19.5735	-0.0209	0.0236	-0.0984
O	-5.4197	13.4912	21.9895	-0.0138	-0.0135	-0.0511
O	-28.5922	12.3713	27.722	-0.0004	-0.0006	-0.0174
O	-24.647	19.8956	26.9597	-0.0204	0.0169	-0.0531

Results
free energy: -118376.279 eV
free energy less fixed offsets of O -570.45, Si -639.56 eV per atom: -3.799 eV

The program warned: the cutoff lies below the one the program advises for these potential files; the forces do not sum to zero within the program's tolerance; empty levels may hold ghost states of the PAW files; the exchange-correlation potential is rough where the density is thin.
